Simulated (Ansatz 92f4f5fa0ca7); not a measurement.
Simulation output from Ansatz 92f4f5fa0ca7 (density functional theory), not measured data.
Periodic cell of 285 atoms, Si195O90, from a study of silicon, its oxide and their interface. The atomic structure is a simulated model.
Doubt: the cutoff is far below the 930 eV that the study's wrapper takes by default for these files, so forces and energies are approximate.

Settings: functional PBE; potential files Ansatz PAW; basis plane waves; wave-function cutoff 580 eV; density cutoff ratio 5; exchange-correlation grid ratio 1; k mesh 1 x 1 x 1, Gamma-centred; self-consistency stop 5e-08 eV per atom in the density residual; occupations fixed; spin none; net charge 0.

Cell vectors (angstrom)
a  11.6015  0  0
b  0  10.938  0
c  0  0  40.5315

Atoms: element, x, y, z (angstrom)
Si  0  0  0.9665
Si  3.8672  0  0.9665
Si  7.7343  0  0.9665
Si  1.9336  1.3673  0.9665
Si  5.8008  1.3673  0.9665
Si  9.6679  1.3673  0.9665
Si  0  5.469  0.9665
Si  3.8672  5.469  0.9665
Si  7.7343  5.469  0.9665
Si  1.9336  6.8362  0.9665
Si  5.8008  6.8362  0.9665
Si  9.6679  6.8362  0.9665
Si  1.9336  2.7345  39.5644
Si  5.8008  2.7345  39.5644
Si  9.6679  2.7345  39.5644
Si  0  4.1018  39.5644
Si  3.8672  4.1018  39.5644
Si  7.7343  4.1018  39.5644
Si  1.9336  8.2035  39.5644
Si  5.8008  8.2035  39.5644
Si  9.6679  8.2035  39.5644
Si  0  9.5708  39.5644
Si  3.8672  9.5708  39.5644
Si  7.7343  9.5708  39.5644
Si  0  0  4.8337
Si  3.8672  0  4.8337
Si  7.7343  0  4.8337
Si  1.9336  1.3673  4.8337
Si  5.8008  1.3673  4.8337
Si  9.6679  1.3673  4.8337
Si  0  5.469  4.8337
Si  3.8672  5.469  4.8337
Si  7.7343  5.469  4.8337
Si  1.9336  6.8362  4.8337
Si  5.8008  6.8362  4.8337
Si  9.6679  6.8362  4.8337
Si  1.9336  2.7345  2.9001
Si  5.8008  2.7345  2.9001
Si  9.6679  2.7345  2.9001
Si  0  4.1018  2.9001
Si  3.8672  4.1018  2.9001
Si  7.7343  4.1018  2.9001
Si  1.9336  8.2035  2.9001
Si  5.8008  8.2035  2.9001
Si  9.6679  8.2035  2.9001
Si  0  9.5708  2.9001
Si  3.8672  9.5708  2.9001
Si  7.7343  9.5708  2.9001
Si  0.1844  0.0284  30.0716
Si  3.9646  -0.2639  30.0278
Si  8.0224  0.0426  29.8166
Si  2.179  1.2276  30.0413
Si  5.8957  1.0649  29.7585
Si  9.9668  1.403  29.6976
Si  -0.2661  5.5019  30.0125
Si  3.6532  5.4454  29.8136
Si  7.779  5.7286  29.7231
Si  1.7124  6.7176  30.0924
Si  5.6469  6.776  29.7272
Si  9.6812  7.0794  30.1873
Si  2.004  2.7213  31.8382
Si  5.8377  2.708  31.5695
Si  9.6815  2.7124  31.6499
Si  -0.0043  4.0247  31.7849
Si  3.9037  4.1165  31.7547
Si  7.7689  4.1494  31.5748
Si  1.9095  8.1449  31.9662
Si  5.832  8.0998  31.7419
Si  9.675  8.33  32.0853
Si  0.0478  9.6118  31.9884
Si  3.8933  9.441  31.9672
Si  7.7487  9.6123  31.7743
Si  0.0157  0.0632  33.8575
Si  3.9013  0.0021  33.7942
Si  7.7131  0.0113  33.7345
Si  1.9701  1.3891  33.8011
Si  5.8114  1.4171  33.6548
Si  9.6502  1.3919  33.6925
Si  0.0052  5.4186  33.7485
Si  3.9159  5.4368  33.7472
Si  7.7562  5.4019  33.6704
Si  1.949  6.769  33.848
Si  5.8523  6.8129  33.7363
Si  9.6705  6.7966  33.8441
Si  1.9538  2.753  35.7216
Si  5.8126  2.721  35.6626
Si  9.663  2.722  35.6735
Si  -0.0004  4.0869  35.7031
Si  3.8953  4.0985  35.6998
Si  7.738  4.0966  35.6679
Si  1.9442  8.205  35.7208
Si  5.8222  8.1883  35.6828
Si  9.665  8.2064  35.7282
Si  0.0017  9.5657  35.726
Si  3.8906  9.5628  35.7136
Si  7.7359  9.5852  35.6862
Si  0  0  37.6308
Si  3.8672  0  37.6308
Si  7.7343  0  37.6308
Si  1.9336  1.3673  37.6308
Si  5.8008  1.3673  37.6308
Si  9.6679  1.3673  37.6308
Si  0  5.469  37.6308
Si  3.8672  5.469  37.6308
Si  7.7343  5.469  37.6308
Si  1.9336  6.8362  37.6308
Si  5.8008  6.8362  37.6308
Si  9.6679  6.8362  37.6308
Si  1.913  2.7474  6.7408
Si  5.8023  2.7296  6.7704
Si  9.6495  2.7344  6.7776
Si  -0.025  4.1061  6.7688
Si  3.8594  4.0843  6.7224
Si  7.7288  4.1064  6.77
Si  1.9089  8.2177  6.7402
Si  5.8048  8.2216  6.7305
Si  9.6525  8.1961  6.794
Si  -0.0278  9.5719  6.7579
Si  3.8616  9.5674  6.7471
Si  7.7321  9.5875  6.794
Si  -0.0493  0.0324  8.6623
Si  3.8675  0.0147  8.6636
Si  7.7192  -0.0064  8.7725
Si  1.9165  1.3517  8.6383
Si  5.8013  1.4001  8.7449
Si  9.6221  1.3896  8.7347
Si  -0.0402  5.4329  8.7389
Si  3.8323  5.4954  8.5979
Si  7.7357  5.4627  8.7164
Si  1.8785  6.844  8.6553
Si  5.7974  6.8327  8.6219
Si  9.6555  6.8582  8.7746
Si  1.9308  2.643  10.5996
Si  5.7793  2.8474  10.6657
Si  9.5747  2.6212  10.7846
Si  -0.0461  3.961  10.6469
Si  3.796  4.1412  10.502
Si  7.7704  4.1809  10.7234
Si  1.8178  8.3024  10.5173
Si  5.8244  8.2165  10.5214
Si  9.678  8.1896  10.7936
Si  -0.0982  9.7176  10.6586
Si  3.8355  9.5485  10.5615
Si  7.7282  9.608  10.7914
Si  -0.1169  0.123  12.6694
Si  3.8631  -0.0764  12.5029
Si  7.4671  -0.0074  12.8203
Si  1.9299  1.2819  12.5517
Si  5.6248  1.4272  12.5309
Si  9.4547  1.3542  12.8664
Si  0.105  5.2822  12.5474
Si  3.8277  5.7585  12.2039
Si  7.8782  5.5576  12.6666
Si  1.7783  6.9129  12.3673
Si  5.903  6.8143  12.38
Si  9.9169  6.7939  12.7633
O  -10.0924  5.3887  22.2458
O  16.0236  15.0245  18.3019
O  -2.2065  2.4299  14.1924
O  11.5952  10.05  13.9932
O  3.6796  4.8384  13.5613
O  3.6645  6.5902  15.6076
O  7.7657  4.5458  13.9978
O  5.2312  2.1826  13.9846
O  0.8718  3.5659  27.2862
O  9.3113  17.3305  26.1752
O  1.5039  7.8335  13.7553
O  18.999  22.9495  22.7306
O  3.3291  3.1444  26.3531
O  14.0268  1.9271  28.5495
O  13.9899  15.2  15.6948
O  5.6128  7.8052  28.4018
O  3.6674  9.6074  28.7456
O  11.3464  4.1529  23.776
O  1.4596  7.6409  28.7266
O  14.4703  1.6681  21.378
O  7.5093  11.3783  26.2868
O  5.4133  9.9642  26.8735
O  5.7693  1.4693  28.108
O  11.9646  10.0711  28.6792
Si  -2.7842  29.5202  25.2617
Si  5.396  14.5436  22.9375
Si  -15.1191  2.5209  22.837
Si  8.4354  10.1441  26.8394
Si  18.0629  18.9436  23.4179
Si  -7.1516  12.4644  20.9352
Si  5.9349  0.565  26.7452
Si  5.5719  13.6701  15.4726
Si  15.3995  2.1464  25.1804
Si  11.5744  10.8736  19.1889
Si  -21.126  -0.3151  24.3124
Si  2.4277  3.3093  27.6891
Si  -4.8659  10.7263  22.032
Si  2.2255  6.8632  22.4342
Si  11.5154  5.0213  22.4148
Si  -12.1389  13.484  23.9286
Si  -2.2556  15.0936  20.5018
Si  27.2746  13.4369  18.0415
Si  12.9232  3.3743  14.8137
Si  -2.0926  5.2405  27.3313
Si  8.614  -6.2322  17.7683
Si  4.5682  8.7989  27.6428
Si  4.2055  18.6065  16.7108
Si  3.6835  8.0489  24.9114
Si  11.7997  -2.4239  14.4895
Si  16.6674  -4.6566  21.5092
Si  11.055  -8.0967  26.8949
Si  9.4376  6.8134  19.4585
Si  8.3945  -7.5077  15.0104
Si  15.3221  -27.7805  15.1589
Si  1.263  1.4661  17.0825
Si  13.0641  11.8988  21.8518
Si  5.4829  -16.5442  18.5046
Si  17.1537  -1.7885  14.4719
Si  11.7576  -2.4322  28.2979
Si  22.75  7.6717  21.5347
Si  13.1521  -12.4779  17.1054
Si  -2.4749  9.5028  20.3903
Si  11.0265  9.4101  25.6159
O  12.2025  -8.5264  15.9271
O  -6.6451  -4.1955  17.8349
O  1.8374  10.9379  16.5547
O  5.2668  24.6851  21.5197
O  -13.7258  -8.6357  23.6339
O  0.0387  -9.7759  18.1178
O  16.8418  8.7614  16.0501
O  -10.7808  20.5371  18.5684
O  16.7939  -3.1987  24.3959
O  -2.2553  6.1745  17.9593
O  6.1725  7.4  21.9306
O  12.1425  8.5969  16.0952
O  -10.9624  11.3858  20.5681
O  22.0311  -3.2745  14.1507
O  3.1466  -6.4225  28.5096
O  -1.7238  14.8411  26.4847
O  5.7578  18.6355  13.774
O  5.1061  4.3045  15.6232
O  10.4576  2.0102  28.1807
O  10.7111  17.3874  22.5541
O  2.6356  -3.8066  24.0216
O  3.5599  6.937  21.4919
O  11.9277  -6.5848  13.9636
O  -18.6609  12.5292  19.3104
O  -23.4713  2.0525  25.4671
O  19.7691  20.9615  28.4433
O  14.1505  1.1506  24.8395
O  5.1201  -9.6442  25.5606
O  10.768  5.3226  28.4048
O  12.0554  1.8251  22.8233
O  -6.356  -10.7706  21.4346
O  11.7167  8.4027  26.6803
O  15.8284  3.0475  23.9111
O  -1.4778  -13.4286  24.6338
O  18.7734  2.5735  15.6736
O  5.5109  -5.2921  20.0967
O  2.108  2.3599  13.8112
O  3.7087  -3.0328  26.5488
O  20.0229  3.1546  21.3706
O  8.1248  5.0708  28.1942
O  14.5333  8.5265  17.3079
O  6.9297  14.4096  23.5309
O  5.0659  16.1018  22.6864
O  -13.2194  -0.499  26.374
O  -9.1367  13.2114  17.8468
O  -0.6231  7.1057  19.9808
O  7.7824  21.1825  20.8826
O  21.6185  10.4979  19.4527
O  13.5466  10.6029  22.7007
O  14.8653  9.6017  24.6868
O  -2.3653  3.6947  18.9244
O  4.2301  -1.0104  13.8728
O  10.3168  8.0232  28.9312
O  -2.5335  4.1662  16.3028
O  8.7719  16.6406  20.4863
O  -2.9798  -2.7221  19.5112
O  24.3251  7.971  21.8888
O  -4.6265  4.8971  17.9555
O  7.7855  7.2707  24.0522
O  10.8719  -6.7563  21.141
O  18.2424  -1.3307  23.212
O  6.9163  10.0365  14.1942
O  4.8372  12.877  16.7023
O  0.5988  21.1706  24.8746
O  -13.0752  -12.9136  21.6115
O  8.011  8.6981  26.2186

Results
free energy: -175141.380 eV
free energy less fixed offsets of O -568.88, Si -635.61 eV per atom: 1.770 eV

Forces (eV/angstrom), in the order of the atoms: element, x, y, z
Si  0.0066  0.0199  -0.0009
Si  -0.0102  0.0212  -0.003
Si  0.0018  0.0664  -0.0046
Si  -0.0045  -0.0207  0.0042
Si  -0.0072  -0.0696  -0.001
Si  0.0112  -0.0735  0.0066
Si  0.006  0.0572  0.0093
Si  -0.0017  0.0158  -0.0081
Si  -0.0034  0.0621  0.002
Si  0.0066  -0.0088  -0.0063
Si  -0.0079  -0.0292  -0.0207
Si  0.0013  -0.0341  0.0078
Si  0.0057  0.0008  0.0129
Si  0.0007  0.0777  -0.0322
Si  0.0028  0.0755  -0.0205
Si  0.0059  -0.0428  -0.0015
Si  -0.0059  -0.022  -0.0108
Si  0.0089  -0.0627  -0.028
Si  -0.0075  -0.0104  0.0325
Si  0.0048  0.0476  -0.014
Si  0.0072  -0.0009  0.0338
Si  0.0106  -0.0019  0.0292
Si  -0.001  -0.0102  0.0117
Si  0.0009  -0.065  -0.0064
Si  -0.0516  0.0688  -0.0489
Si  -0.0177  0.0795  -0.0965
Si  0.0375  0.0723  0.1117
Si  -0.0432  -0.0615  -0.1079
Si  0.0223  -0.0827  0.0242
Si  -0.0156  -0.0654  0.0709
Si  -0.0374  0.0819  0.0265
Si  0.0185  0.0594  -0.2202
Si  -0.0129  0.0781  0.0165
Si  -0.0214  -0.0379  -0.1138
Si  0.0334  -0.0561  -0.1691
Si  -0.0395  -0.031  0.1363
Si  0.0052  0.0061  -0.0147
Si  -0.0079  0.057  -0.006
Si  -0.0077  0.0725  0.017
Si  0.0011  -0.0461  -0.0032
Si  -0.0108  0.0231  -0.0366
Si  -0.0013  -0.0519  0.0093
Si  -0.0003  -0.0096  -0.0196
Si  -0.0118  -0.0011  -0.019
Si  0.0012  0.0535  0.0254
Si  -0.0005  -0.0221  0.0042
Si  -0.0013  -0.008  -0.0215
Si  -0.0103  -0.0743  0.0186
Si  0.1607  -0.2578  -0.0671
Si  -0.1955  -0.4044  -0.1553
Si  -0.0451  -0.2066  -0.4308
Si  0.0852  0.1535  -0.1145
Si  0.1821  0.0708  -0.4954
Si  0.255  0.108  -0.4373
Si  -0.3967  0.0198  -0.2116
Si  -0.3856  -0.298  -0.1236
Si  -0.1052  -0.0881  -0.4771
Si  0.3075  0.4044  -0.179
Si  0.2252  0.2298  -0.4679
Si  0.2973  0.2484  -0.0632
Si  -0.0508  0.1597  0.1401
Si  -0.0378  0.1357  0.1996
Si  -0.0528  0.1823  0.3967
Si  0.1103  -0.3419  0.1523
Si  0.0518  -0.1898  0.1878
Si  -0.0112  -0.0944  0.2634
Si  -0.0664  0.1177  0.0417
Si  -0.0793  0.22  0.2527
Si  -0.0837  0.2477  0.0809
Si  0.053  -0.1799  0.0798
Si  0.087  -0.2482  0.1203
Si  0.0005  -0.0965  0.2541
Si  -0.0361  0.1405  -0.1693
Si  -0.0183  0.0925  -0.0839
Si  -0.0544  0.163  -0.1258
Si  0.02  -0.1124  -0.0584
Si  0.0314  -0.0599  -0.0225
Si  -0.0401  -0.1791  -0.1705
Si  0.0072  0.1734  -0.0804
Si  0.0263  0.1473  -0.1017
Si  -0.0387  0.0658  0.0042
Si  0.0143  -0.1004  -0.1166
Si  0.062  -0.1488  -0.0846
Si  0.0115  -0.177  -0.1139
Si  0.028  0.0285  -0.0593
Si  -0.0041  0.0313  -0.0438
Si  -0.0311  0.0813  -0.0353
Si  -0.036  -0.1161  -0.0895
Si  0.0174  -0.0134  -0.0005
Si  0.0214  -0.0136  -0.0281
Si  0.0249  0.0091  -0.0442
Si  0.0156  0.0234  -0.0388
Si  -0.0244  0.0127  -0.014
Si  0.0001  -0.0341  -0.0458
Si  0.0378  -0.0105  -0.037
Si  -0.0413  -0.0523  -0.0612
Si  -0.0081  0.0563  0.1914
Si  0.0419  0.0169  0.1042
Si  -0.0041  0.0688  0.0041
Si  0.0276  -0.0613  0.0406
Si  0.0247  -0.0727  -0.2011
Si  -0.018  -0.1087  -0.1542
Si  -0.0221  0.0758  -0.0596
Si  0.0558  0.0754  -0.0509
Si  -0.0178  0.014  -0.2076
Si  0.0201  -0.0415  0.166
Si  0.0299  -0.0613  -0.0265
Si  -0.0311  -0.0509  0.2233
Si  -0.0045  0.0168  0.0493
Si  0.0256  0.0366  0.094
Si  -0.0384  0.0506  0.0316
Si  -0.0322  -0.0125  0.0591
Si  -0.0113  0.0236  0.0433
Si  0.0408  -0.0152  0.0167
Si  -0.0282  0.0089  0.0551
Si  0.0072  0.0099  0.0055
Si  0.0239  -0.0022  0.0414
Si  -0.0205  -0.0246  0.0136
Si  0.0326  -0.0411  0.0903
Si  -0.0236  -0.0387  0.0706
Si  -0.0528  0.1142  0.136
Si  -0.0098  0.0924  0.086
Si  0.097  0.0783  0.1014
Si  0.0044  -0.1068  0.1056
Si  0.0276  -0.044  0.064
Si  -0.0099  -0.1085  0.0393
Si  -0.0117  0.0438  0.0283
Si  0.0117  0.1077  0.0395
Si  0.0346  0.1598  0.0619
Si  -0.0618  -0.1023  0.0443
Si  0.056  -0.1612  0.1118
Si  -0.0373  -0.0716  0.0606
Si  -0.0113  0.1961  -0.1872
Si  -0.0041  0.1955  -0.0735
Si  -0.0127  0.2244  -0.2464
Si  0.0453  -0.2528  -0.1398
Si  0.0308  -0.1077  -0.0313
Si  0.0376  -0.2608  -0.3053
Si  -0.0341  0.2135  -0.1078
Si  0.036  0.2818  -0.0385
Si  -0.0276  0.1941  -0.1913
Si  0.0399  -0.2182  -0.1163
Si  -0.0285  -0.2299  -0.0239
Si  -0.0522  -0.1189  -0.2009
Si  0.0618  -0.433  0.1803
Si  0.0631  -0.4567  0.2416
Si  -0.2256  -0.2638  0.3742
Si  -0.0359  0.4656  0.3124
Si  -0.1516  0.4053  0.3289
Si  -0.027  0.3855  0.5253
Si  0.1729  -0.4821  0.4633
Si  -0.057  -0.3165  0.0709
Si  -0.0772  -0.2789  0.3799
Si  0.2615  0.3774  0.1405
Si  -0.1069  0.3327  0.1046
Si  0.1539  0.2417  0.3935
O  -0.0077  -0.0128  0.0156
O  0.0365  -0.0291  -0.0304
O  0.2033  -0.4135  -0.5758
O  -0.0907  0.2325  -0.2589
O  -0.0501  -0.1352  0.0344
O  -0.0289  -0.058  -0.2246
O  0.0112  0.2562  -0.3497
O  -0.0121  -0.1571  -0.2865
O  -0.0317  0.0811  0.1152
O  0.0611  -0.2873  0.4256
O  0.0335  -0.0914  -0.2561
O  0.0065  -0.0369  0.0226
O  -0.0701  0.1302  0.2471
O  0.02  0.0595  0.1544
O  -0.0778  -0.0231  -0.1485
O  -0.0011  -0.3829  0.4249
O  -0.0719  0.1018  0.288
O  0.0213  -0.024  0.0832
O  0.0722  -0.0209  0.1104
O  0.0417  0.0033  0.026
O  -0.1143  0.0487  0.1844
O  -0.0892  -0.131  0.1636
O  -0.0479  0.0015  0.4801
O  -0.0301  0.03  0.0847
Si  0.0341  0.2296  -0.2241
Si  0.0214  -0.0008  0.0114
Si  -0.0123  0.0405  -0.0099
Si  0.0357  -0.0162  -0.4278
Si  0.0126  -0.0936  -0.0638
Si  -0.0884  0.0242  -0.1145
Si  0.1152  0.0232  -0.408
Si  -0.1287  -0.0063  0.3383
Si  -0.0759  -0.1896  -0.2604
Si  0.1707  0.0098  -0.0688
Si  -0.0299  -0.125  -0.0345
Si  0.103  -0.1695  -0.2437
Si  -0.0487  0.0285  0.0967
Si  0.0947  0.0141  0.0055
Si  -0.0247  -0.0167  -0.0018
Si  -0.026  0.0229  -0.2306
Si  0.0094  -0.0016  0.0043
Si  -0.1583  0.0451  0.1065
Si  0.1276  -0.0069  0.3627
Si  0.1538  0.0091  -0.5856
Si  -0.1965  0.1114  0.3018
Si  0.0028  0.2553  -0.4701
Si  -0.1681  -0.0399  0.381
Si  -0.0382  0.1275  -0.3776
Si  0.3121  -0.07  0.5052
Si  -0.0219  0.0177  -0.0582
Si  -0.1145  0.0242  -0.4877
Si  0.0176  -0.0796  -0.0645
Si  -0.129  -0.0412  0.3961
Si  0.0236  0.0725  0.267
Si  0.1564  -0.0995  0.279
Si  0.0548  -0.1485  -0.0484
Si  -0.0856  0.014  -0.0291
Si  -0.2489  -0.1084  0.4625
Si  -0.149  0.0236  -0.3874
Si  0.0254  0.0336  0.0171
Si  0.2687  0.1764  0.3149
Si  0.1688  -0.0332  -0.0271
Si  -0.1181  0.1553  -0.3068
O  -0.0694  0.0505  -0.3334
O  0.0488  -0.0175  -0.0862
O  -0.0336  0.0024  -0.1283
O  0.0247  -0.0132  0.0046
O  0.0453  0.0076  0.0859
O  -0.0467  0.0266  -0.0469
O  0.2157  0.2108  -0.5022
O  -0.098  -0.0232  -0.0082
O  -0.085  0.0162  0.14
O  0.0118  -0.0295  -0.0127
O  -0.0024  0.0208  -0.0184
O  -0.2137  -0.1122  -0.469
O  -0.0337  0.0207  0.0385
O  -0.3876  -0.2461  -0.4299
O  0.1921  0.2313  0.2918
O  -0.0239  0.0095  0.1164
O  0.0898  -0.0391  -0.1063
O  0.0522  0.0246  -0.0964
O  -0.2476  -0.2455  0.5652
O  0.0026  0.0416  -0.0131
O  -0.012  -0.0228  0.0601
O  -0.0452  0.0079  -0.0023
O  -0.2692  0.2694  -0.3654
O  0.0594  -0.0238  -0.0214
O  0.0105  0.0615  0.3052
O  0.0396  0.1386  0.5192
O  0.0798  0.1761  0.1048
O  0.1126  -0.0336  0.1592
O  0.2465  0.0395  0.2701
O  -0.0563  0.0696  0.0789
O  0.0011  -0.0158  0.011
O  0.1249  -0.1581  0.3321
O  -0.0267  0.0236  0.0934
O  -0.0227  -0.0217  0.1678
O  0.1528  -0.0806  -0.1437
O  0.0533  0.0021  0.0092
O  0.0588  -0.2149  -0.2774
O  0.0339  -0.0483  0.322
O  -0.0093  0.0477  -0.0648
O  -0.285  0.1241  0.5648
O  -0.0215  -0.0046  -0.1472
O  0.0107  -0.0447  -0.001
O  -0.0048  -0.0405  0.064
O  -0.0535  -0.0294  0.1962
O  0.0004  0.017  -0.0756
O  -0.0387  0.0022  -0.002
O  -0.0091  -0.0305  -0.0932
O  -0.1407  0.0062  0.0146
O  0.0029  0.0167  -0.0326
O  0.0473  -0.1035  0.0779
O  0.0128  0.0062  -0.0548
O  -0.1447  0.1497  -0.3311
O  -0.1179  0.0265  0.0933
O  0.089  -0.0242  -0.2734
O  -0.0064  0.0371  0.0681
O  -0.018  0.0428  0.0096
O  -0.0533  0.0273  -0.0104
O  0.1711  -0.0351  -0.0453
O  0.0246  0.0004  0.0595
O  0.0106  -0.017  -0.0674
O  0.0123  0.0794  -0.0174
O  0.4044  0.3655  -0.4661
O  0.0782  0.0251  -0.2947
O  -0.0662  -0.0468  0.1294
O  0.0049  -0.03  0.0489
O  -0.0455  0.0241  0.1487

The program warned: the cutoff lies below the one the program advises for these potential files; the forces do not sum to zero within the program's tolerance; the exchange-correlation potential is rough where the density is thin.
